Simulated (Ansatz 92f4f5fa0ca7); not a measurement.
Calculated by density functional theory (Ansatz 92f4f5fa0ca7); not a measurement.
Periodic cell of 148 atoms, Si92O56, from a study of silicon, its oxide and their interface. The atomic structure is a simulated model.

Settings: functional r2SCAN; potential files Ansatz norm-conserving; basis plane waves; wave-function cutoff 1300 eV; density cutoff ratio 4; exchange-correlation grid ratio 1; k mesh 2 x 2 x 1, shifted by 0.5 0.5 0.5 of a step; self-consistency stop 5e-08 eV per atom in the density residual; occupations Fermi-Dirac, 0.05 eV; spin none; net charge 0.

Cell vectors (angstrom)
a	10.9176	-0.0709	0.0493
b	-0.0709	10.9694	0.0243
c	0.0981	0.0484	21.7476

Atoms and the computed forces on them: element, x, y, z (angstrom), force x, y, z (eV/angstrom)
Si	0.1146	0.1694	-0.1797	-0.217	1.0715	0.2186
Si	2.482	2.7687	-0.0857	3.2223	-0.4536	2.1475
Si	-0.3371	6.9693	-0.4213	-0.7833	-0.787	1.6673
Si	1.6216	8.637	-0.3522	4.2608	0.7438	-0.9362
Si	5.9352	-0.6732	-0.2043	0.4823	0.8219	2.173
Si	9.328	2.3589	-1.053	-0.4232	-0.9049	-3.0629
Si	5.9715	4.5006	-0.0302	-1.2461	-0.1917	1.0001
Si	8.2874	8.2952	0.3602	0.9853	0.1788	0.9748
Si	1.5896	1.2444	1.2891	-0.8953	0.3231	1.9374
Si	4.2813	3.9424	1.5357	-2.196	0.9342	-0.6551
Si	1.1834	7.2216	1.6203	-0.2657	1.5318	-1.3229
Si	4.0569	9.5902	0.8732	-1.7454	-1.5517	0.8901
Si	6.6673	2.0121	1.4	1.879	0.5461	3.8433
Si	9.8046	4.2371	1.366	0.8316	-0.4442	0.264
Si	6.9859	6.7244	1.4174	0.2724	0.605	0.0014
Si	9.5681	9.913	1.3005	0.943	-0.5403	2.5996
Si	0.1713	2.5892	2.886	1.4258	2.1221	-1.8076
Si	3.3829	0.0171	2.6405	-1.4527	0.395	0.4959
Si	0.0794	8.7231	3.0595	-0.0241	-0.4168	-0.027
Si	2.8292	5.7029	2.3782	2.0275	0.7805	-0.2265
Si	5.5332	2.9751	3.2251	-0.0538	-0.5144	-0.7947
Si	8.4155	0.3047	2.7275	-0.3756	0.5865	-0.1604
Si	5.5142	8.3266	2.2959	0.0222	-0.356	1.1218
Si	8.3568	5.2323	2.7491	-1.337	1.7156	1.9913
Si	1.5765	4.4473	3.695	-1.0734	-2.5119	2.6427
Si	4.6509	1.2338	4.3555	-1.2419	-0.4703	0.0502
Si	1.7292	9.9331	4.5986	-1.6499	1.1407	-3.1685
Si	4.4162	7.0427	3.9355	-1.9034	-0.0251	-0.9104
Si	6.9143	4.3417	4.4485	0.0042	0.06	-0.4135
Si	9.8025	1.252	4.3761	-0.3821	-0.1856	-1.1407
Si	6.9216	9.625	3.7486	0.4684	-0.0802	1.4249
Si	9.7251	6.6763	4.3393	-1.5298	2.4754	-1.7355
Si	0.2192	0.2108	5.8677	0.0022	-1.0214	0.2528
Si	3.0676	2.8982	5.1502	-1.3783	-0.0874	0.2048
Si	0.2573	5.5881	5.5007	1.243	-0.6932	-0.0176
Si	3.0394	8.3678	5.3309	0.6453	-1.8945	0.379
Si	5.9634	-0.3782	5.7178	-0.5089	0.2363	-2.3977
Si	8.3573	2.7001	5.3682	-0.5436	0.3004	0.8015
Si	5.19	5.7955	5.7212	3.3046	0.1912	-0.6816
Si	8.1316	8.2219	5.5523	1.5748	0.0069	-1.3213
Si	1.6449	1.7369	6.9215	0.4654	-0.6994	-0.9445
Si	3.9064	4.319	6.7503	-0.214	-2.2511	1.3437
Si	1.6771	7.1151	6.764	-1.3989	-0.3092	0.5299
Si	4.4331	9.2248	6.8906	-0.0216	0.7779	0.5804
Si	7.0889	1.2408	6.7893	0.2874	0.181	1.8967
Si	9.7237	4.0195	6.681	-0.3659	0.5777	-0.1028
Si	7.0516	6.8274	6.9983	-0.3761	-1.2761	-1.0341
Si	9.5619	9.4312	7.1666	0.4291	1.0185	0.3968
Si	-0.0565	2.8417	8.1142	0.241	-0.5638	0.7225
Si	3.2003	-0.0305	7.7597	-1.9767	0.0561	2.034
Si	0.3577	8.2851	8.4738	-1.2432	1.3203	-0.4801
Si	2.6161	5.6258	8.213	1.541	-0.6731	1.6337
Si	5.336	2.2587	8.036	-0.6453	0.5718	-0.5708
Si	8.1156	0.1235	8.8398	-1.1707	-2.8254	-3.3877
Si	5.8425	8.0843	8.3479	-0.8908	0.4064	1.8138
Si	8.0404	4.9272	8.0858	1.588	0.8653	1.0605
Si	1.2509	4.078	9.5736	2.2085	-0.9009	-2.8774
Si	4.2104	0.8785	9.6715	-0.2816	1.238	-1.5826
Si	1.5105	10.222	9.7623	-0.7008	-0.9487	-2.0557
Si	4.8654	6.3228	9.6361	-0.1565	-2.5375	-1.947
Si	6.4708	3.5834	9.3871	1.67	0.23	0.9668
Si	9.3518	1.5593	9.7306	2.5291	3.0271	2.2075
Si	6.5794	9.6351	10.0391	-0.45	-0.2397	-0.0222
Si	9.6861	7.1908	10.0233	3.163	-3.1837	-1.0319
Si	0.2513	0.8819	11.0341	-0.8378	-1.1408	-1.6606
Si	2.7654	2.4485	10.5265	-1.7223	0.8525	2.1113
Si	-2.9448	5.2298	11.7666	2.1768	-2.7526	-0.5248
Si	3.1242	9.3122	12.4505	-0.8908	0.5525	-1.3374
Si	4.8914	-0.3439	11.4306	2.2785	-0.2037	1.1539
Si	7.624	2.5769	11.3785	0.1543	1.5887	-2.5228
Si	4.304	6.5228	12.6621	0.4116	2.4987	0.0128
Si	7.8668	8.039	11.1094	0.7988	-0.2228	2.2867
Si	3.5475	4.4201	12.9154	0.3175	-2.6905	-2.8642
Si	-2.2239	-1.1749	17.1772	-2.8797	-2.0593	-1.5299
Si	1.6577	9.553	14.2499	-2.9712	-2.478	-1.078
Si	0.9014	7.202	16.0597	0.473	-0.9801	1.2273
Si	6.4022	1.0677	12.8272	0.2891	0.5939	-1.2599
Si	8.7468	11.2387	14.7377	-0.809	-2.3569	-0.734
Si	6.8358	5.5792	14.5557	1.6373	3.4906	-0.7829
Si	11.0458	11.2315	15.9051	-2.1207	-0.2865	2.8433
Si	-3.8725	0.6535	19.2046	1.0229	0.0671	-1.1275
Si	-1.9376	3.9394	18.0806	-1.2303	-0.4744	0.7579
Si	-2.1322	6.7656	16.889	1.0388	-2.2612	-2.8954
Si	-6.1621	3.4547	19.8253	0.8654	-1.4336	-1.1031
Si	0.9274	4.7895	14.2096	-1.9369	-0.9644	2.4785
Si	9.7029	-1.367	13.3231	3.2614	1.7963	-1.2392
Si	5.2766	3.1917	15.0998	-0.4905	-1.1937	-1.0351
Si	10.4154	5.1439	11.7983	-1.8975	3.5316	-0.7638
Si	2.094	4.3843	19.1707	2.5001	2.5144	-0.2169
Si	1.8089	6.7809	19.0449	-0.1382	-0.7587	4.5708
Si	0.6411	2.8241	16.828	-0.1341	0.5171	-0.1538
Si	6.0478	2.3756	17.8073	0.7934	0.1258	4.9568
O	1.1784	-0.8245	-0.8748	0.3161	-2.1016	-0.671
O	-3.7581	3.5409	0.7735	-1.5511	1.0103	-2.7354
O	12.6083	3.6106	-1.0641	-1.7073	0.9118	-1.008
O	12.222	5.7707	-6.4643	1.2088	2.5936	0.55
O	-1.5685	7.9654	-0.8929	0.0851	-0.77	-0.2075
O	0.5513	1.0846	-4.5724	1.5107	1.963	-2.1345
O	1.4761	14.4959	-3.8445	-1.3276	-1.1752	-0.7135
O	7.9497	12.4798	-1.4421	-4.1258	-2.079	-1.405
O	9.9387	5.6895	0.506	-0.6018	-2.211	0.0218
O	7.3517	-1.429	0.1202	-1.6634	0.4204	-2.3269
O	9.2866	3.6682	-2.0476	0.6551	-1.0885	-0.3595
O	3.7483	2.112	-0.942	1.0343	1.8419	-1.8198
O	10.3213	1.0672	-1.3031	1.6759	0.329	1.3157
O	6.1301	6.2042	0.0482	0.8127	-2.6976	-0.1723
O	-0.5671	-4.1722	16.1205	-1.9717	1.2376	0.7674
O	-1.8153	-5.3676	9.2927	0.2264	2.434	0.3104
O	-3.6991	-4.4457	11.1443	0.684	2.4818	1.4147
O	-2.2797	-2.2666	12.6047	-1.5723	-1.1984	-2.3556
O	-8.6907	9.4609	10.9293	1.3934	-0.943	2.4194
O	1.6556	8.5372	15.5552	0.4434	0.4405	-0.3847
O	-2.9891	6.5242	15.4625	-2.037	-1.3072	-0.3642
O	5.7453	4.8542	10.1466	-2.5293	1.9457	-1.1997
O	0.2068	-2.1004	13.6052	0.6616	1.5369	0.0646
O	4.0298	3.8725	14.3095	1.7695	-1.0839	2.219
O	5.5994	1.828	14.0092	-0.4113	2.8574	2.867
O	10.4383	5.1825	13.4657	2.839	-1.8167	0.1788
O	3.6396	-2.9954	13.3001	0.5231	-2.2608	-2.443
O	4.3188	6.8886	11.0064	-0.2898	0.6861	3.8551
O	10.2105	11.0212	12.1888	-0.7681	-2.6875	2.305
O	5.4995	6.4524	13.7829	2.8908	-1.177	0.8189
O	-2.0459	5.5848	18.054	-0.1183	-0.4649	-2.1576
O	-1.3579	3.1689	22.0188	0.7465	-0.1563	1.1305
O	-13.6438	-2.8799	17.4497	1.2025	5.425	-0.0194
O	-3.4253	3.2391	17.8291	0.4246	0.8637	-0.9717
O	-1.0079	12.3763	15.1643	-0.2098	-2.1761	-0.0118
O	2.0163	4.5069	13.1268	-3.0143	0.51	-0.8171
O	2.5785	8.0518	19.9426	-2.2742	-1.2731	0.5097
O	1.2575	7.2077	17.6817	-0.0953	0.9842	-3.3409
O	4.9633	2.6673	16.6439	0.5044	-0.5768	-2.0876
O	1.4901	1.7605	11.5638	1.1215	0.5151	-0.6128
O	10.9964	6.7042	11.2283	-2.7479	-1.8095	-0.7801
O	11.8876	3.4753	15.404	-0.9972	-1.5414	0.3984
O	3.5716	3.1836	11.7725	1.4356	1.4934	0.6514
O	6.2595	4.4696	15.5072	-1.1501	-2.5307	-0.122
O	12.2245	10.9541	14.8513	-0.4694	0.3756	0.9827
O	7.8683	10.5259	15.9308	0.5453	-0.3389	1.2426
O	5.7561	-0.2922	20.0074	2.7482	1.6728	-1.5744
O	11.0367	4.0884	10.7196	-1.2643	1.0625	3.6734
O	-7.2324	15.4728	19.0191	0.3466	-1.2083	1.4055
O	-0.8515	20.9027	16.7977	2.9088	1.6425	-1.5803
O	-2.9157	-0.5273	18.4226	-0.8482	1.8523	2.498
O	0.474	6.4366	20.0548	0.6708	0.3444	-1.5261
O	-3.1414	0.5557	13.4593	-0.6939	0.7217	0.2379
O	7.8203	-6.1195	13.3906	-1.8024	1.3593	0.7516
O	9.9818	2.9113	17.2485	-0.556	2.4531	0.5426
O	6.3512	0.7539	22.4282	-1.1436	-0.6672	-2.2549

Results
free energy: -36788.053 eV
free energy less fixed offsets of O -463.61, Si -117.95 eV per atom: 25.507 eV
pressure: -2.30 GPa
stress xx, yy, zz, yz, xz, xy (GPa, positive in tension): 0.53, 3.22, 3.13, -1.82, 1.15, 0.05
